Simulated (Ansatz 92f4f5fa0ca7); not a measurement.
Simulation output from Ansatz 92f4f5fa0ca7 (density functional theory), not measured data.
Periodic cell of 254 atoms, Si144O106N4, from a study of silicon, its oxide and their interface. The atomic structure is a simulated model.

Settings
functional: r2SCAN
potential files: Ansatz PAW
basis: plane waves
wave-function cutoff: 800 eV
density cutoff ratio: 5
exchange-correlation grid ratio: 1
k mesh: 1 x 1 x 1, shifted by 0.5 0.5 0 of a step
self-consistency stop: 1e-10 eV per atom in the density residual
occupations: fixed
spin: none
net charge: 0

Cell vectors (angstrom)
a 10.887 0 0
b 0 10.887 0
c 0 0 35.7743

Atoms: element, x, y, z (angstrom)
Si -0.5602 0.3335 -0.0187
Si 2.835 2.6005 0.2647
Si 0.7334 4.9046 -0.2097
Si 3.2288 8.1365 -0.326
Si 5.2159 0.5297 0.0685
Si 8.304 2.6485 0.418
Si 6.0866 4.8107 0.1994
Si 8.0672 7.8449 0.0466
Si 1.2807 1.2142 1.3256
Si 4.2672 3.9774 1.4732
Si 1.7251 6.6925 1.0394
Si 4.2703 9.5503 1.2306
Si 6.7938 1.3657 1.6071
Si 9.8694 4.0767 1.3383
Si 6.9646 6.5285 1.5766
Si 9.3436 9.4929 1.2527
Si 0.1163 2.6451 2.7841
Si 2.7475 -0.1276 2.6309
Si 0.1072 8.0873 2.4127
Si 2.8703 5.4397 2.6823
Si 5.5045 2.7015 2.9577
Si 8.1284 -0.1122 2.8075
Si 5.5379 8.1066 2.6789
Si 8.458 5.3239 2.8294
Si 1.4725 4.0726 4.0687
Si 4.0576 1.27 4.0988
Si 1.3738 9.4169 3.9646
Si 4.1387 6.8186 4.0761
Si 6.9497 4.0644 4.1771
Si 9.5343 1.3153 4.0847
Si 6.8093 9.4352 4.1521
Si 9.7183 6.8264 4.042
Si 0.0318 -0.0699 5.3708
Si 2.7602 2.6912 5.4525
Si 0.0977 5.4368 5.4477
Si 2.7205 8.1353 5.4264
Si 5.4276 -0.0575 5.4774
Si 8.2085 2.656 5.5218
Si 5.5181 5.4603 5.433
Si 8.2573 8.12 5.4219
Si 1.3387 1.3369 6.752
Si 4.1299 4.0828 6.7774
Si 1.3927 6.8024 6.8482
Si 4.0364 9.5148 6.8265
Si 6.7753 1.3382 6.846
Si 9.5551 4.0958 6.8059
Si 6.8443 6.8246 6.7914
Si 9.5443 9.526 6.7893
Si 0.0005 2.6997 8.1372
Si 2.661 0.0172 8.1651
Si -0.0138 8.1865 8.1835
Si 2.7689 5.4297 8.1651
Si 5.4143 2.7372 8.2022
Si 8.1609 -0.0163 8.1651
Si 5.4418 8.165 8.1451
Si 8.1578 5.4678 8.1582
Si 1.3653 4.063 9.478
Si 3.9694 1.4097 9.5396
Si 1.2966 9.5838 9.5636
Si 4.0828 6.8318 9.532
Si 6.7428 4.1751 9.5276
Si 9.4893 1.3877 9.5128
Si 6.7577 9.5469 9.5148
Si 9.4839 6.8399 9.5356
Si -0.0605 0.086 10.9535
Si 2.6212 2.7642 10.9803
Si 0.0044 5.4355 10.7876
Si 2.6793 8.1923 10.8524
Si 5.3332 0.0203 10.8229
Si 8.1245 2.8132 10.8037
Si 5.3747 5.5032 10.979
Si 8.0887 8.2039 10.9049
Si 1.2129 1.4838 12.4208
Si 3.9151 4.1948 12.3556
Si 1.3344 6.7725 12.1646
Si 3.9609 9.5831 12.237
Si 6.6221 1.5347 12.0475
Si 9.5383 4.1269 12.1611
Si 6.7352 6.8918 12.3365
Si 9.4248 9.5975 12.2487
Si -0.1663 2.9289 13.8172
Si 2.599 0.0455 13.6667
Si -0.0453 8.1118 13.4464
Si 2.5247 5.5266 13.8044
Si 5.3144 2.8101 13.5847
Si 7.9539 0.206 13.3548
Si 5.2675 8.2254 13.6744
Si 8.2399 5.4944 13.5114
Si 0.9003 4.574 15.3537
Si 4.125 1.2929 14.9682
Si 1.4601 9.2068 14.8162
Si 3.7088 7.0927 15.1144
Si 6.9778 3.9926 14.7367
Si 8.9686 1.6984 14.8366
Si 6.3289 10.0644 14.6453
Si 9.7113 6.7024 14.9451
Si -5.4757 -4.1449 23.5837
Si -3.7228 2.1402 20.1427
Si 2.416 5.3581 26.1713
Si -20.8439 10.6005 31.0269
Si -0.4394 -26.384 17.8099
Si 7.8573 -11.6871 20.7104
Si -10.9507 21.9676 16.6369
Si -21.2686 -20.3632 22.3594
Si 2.0419 2.2451 16.9673
Si -3.1144 19.3628 16.767
Si -12.0872 1.02 24.7624
Si -3.3429 7.3061 21.2806
Si 7.431 6.361 25.9357
Si -17.0891 3.8044 30.0408
Si 25.6775 -15.0644 30.3327
Si 16.7295 -26.6231 16.9583
Si -4.2677 11.0903 33.0571
Si -3.5678 10.7283 23.8477
Si 21.5254 29.2677 21.9822
Si 4.6738 -8.4287 21.6391
Si 3.3638 0.9708 29.8429
Si -3.1861 5.7904 31.9089
Si -5.8031 20.3845 30.9285
Si -2.0618 -10.3976 31.2535
Si 5.803 -3.8399 33.9837
Si 0.0064 17.2242 27.5446
Si 24.925 10.7398 22.6535
Si -2.3547 9.4261 26.2707
Si 11.5762 7.4189 24.9349
Si 1.6648 -2.7121 29.3968
Si -3.368 -1.3986 29.0316
Si -3.7 -19.0274 22.9701
Si -11.6649 6.7358 33.6893
Si 22.2712 10.0895 26.1345
Si -11.9574 9.3619 18.7477
Si 9.1262 14.901 24.7839
Si -14.091 -5.8676 19.0701
Si 0.913 -1.4757 33.704
Si 3.2214 20.9311 27.6
Si -5.7752 5.6621 27.8153
Si -8.9298 9.1466 20.7611
Si -9.3434 6.4212 19.9066
Si 8.0172 28.1928 28.8004
Si -7.6799 5.0433 21.9533
Si -3.7733 2.8435 31.7217
Si 15.4983 20.3109 24.8769
Si -9.9765 -10.1222 19.4012
Si 12.1137 4.0631 23.8898
O -10.9482 -0.3796 34.3837
N -0.1425 10.7782 18.3128
O 3.9797 1.5543 35.3524
O -9.8515 1.2762 16.161
O -41.8108 10.3564 27.088
O -4.5568 12.653 32.6664
O -15.7663 9.448 29.6012
O 0.3913 9.6912 15.9571
O -7.3121 -0.4639 24.1637
O 5.8805 20.7665 32.28
O 7.1945 3.6772 35.4813
O 9.2431 1.534 35.354
O 0.6581 7.5724 28.3284
O 12.9727 17.5555 25.2592
N -4.0925 6.0923 27.5386
O -10.6118 12.3682 20.7339
O -35.9247 -11.4433 22.3025
O 15.8605 15.0896 28.5083
O -7.155 0.5246 28.3188
N -11.036 5.8212 16.0776
O -12.3524 11.6571 16.1016
N -13.1582 10.5386 24.9409
O 6.1555 10.9607 34.5896
O 9.0345 -3.3274 21.8652
O 10.9469 -3.771 23.5035
O -3.2392 -5.083 30.2732
O -4.7861 20.8279 24.5313
O -5.2404 -7.744 22.7422
O 7.7461 -7.5061 19.232
O 0.3001 -4.5138 20.9523
O 10.5515 -3.9963 26.0667
O -2.9681 2.8283 15.4245
O 1.2545 37.9326 27.3511
O -3.0131 -8.5017 21.5656
O 2.5712 8.2148 15.5262
O 7.5531 20.8327 27.4764
O -1.4834 -1.1361 20.2752
O 3.6865 -8.356 30.1128
O 8.3719 12.9296 31.0846
O 6.0877 -7.6065 30.5875
O 3.5239 1.9267 16.3749
O 1.6477 3.7679 16.5766
O -9.9614 -1.8767 25.0141
O -5.3386 -8.5742 20.2745
O 9.1285 -4.5216 32.4555
O 7.4311 -10.3445 19.8487
O 8.9026 7.624 16.0081
O 3.2151 9.364 21.7707
O 5.2533 0.1857 15.3566
O -19.6807 -2.9463 19.6983
O 8.3962 -1.6053 17.9953
O 1.7501 12.7687 18.5275
O -17.8086 5.5636 26.6392
O -6.7661 -9.8884 22.05
O -4.3787 -3.6684 22.5029
O 1.9313 -0.3609 19.9237
O 6.3591 5.0171 15.8286
O 8.0555 -17.8317 23.5738
O 4.3179 -4.4658 16.504
O -15.1913 7.4633 17.0852
O 17.7288 8.0688 34.7341
O 33.4224 9.2292 30.203
O 12.6845 11.6717 30.201
O 1.1558 -8.1765 23.0419
O 4.4527 -2.8749 31.1603
O -1.6479 2.4834 25.3553
O -0.8388 -1.3616 26.8764
O -19.88 5.1229 22.8778
O 15.4917 6.7685 28.8805
O 0.9208 5.7562 18.5579
O 2.1051 9.0521 34.7155
O 25.9455 -5.7252 30.8402
O -4.6455 16.1779 18.3325
O -25.4098 9.6627 15.8815
O -6.3456 -2.9412 24.2357
O -10.2902 8.836 21.6066
O -1.8561 5.5437 18.262
O -10.7092 11.5341 25.5001
O -4.6288 6.1259 24.835
O -2.3543 5.173 25.7317
O 3.4787 -18.2685 21.5291
O -0.4768 22.1772 31.3387
O -6.4727 5.7436 22.7804
O 19.2244 21.3872 29.9887
O 24.0705 -3.9263 30.2752
O 14.9908 10.7785 30.7958
O 1.6038 0.2787 22.6546
O -19.5875 -17.7257 25.2168
O 0.0982 18.9412 33.3187
O -1.3848 16.7869 28.2883
O -9.0423 3.7047 35.2222
O -2.7016 10.8563 32.6686
O 10.4184 -3.0239 18.3669
O 2.9619 8.9166 28.7436
O -3.2981 4.2391 32.4072
O 18.4638 -4.9716 20.4282
O 4.2413 9.5 26.4608
O 4.2982 18.5449 34.261
O -1.6448 -3.8419 35.0199
O 1.5844 21.0234 32.4338
O -3.7727 8.6452 20.4285
O 2.8429 -16.0774 20.5208
O -4.4043 6.7125 32.5228
O -2.7156 -2.8773 29.0683
O -0.8883 1.1441 23.1517
O -0.2794 26.2371 24.3194
O 8.0294 7.9037 25.8567
O 0.1699 5.4768 34.1229
O 7.0911 1.438 23.8967
O 5.6646 16.4439 34.6038

Results
free energy: -154108.713 eV
free energy less fixed offsets of N -386.36, O -570.45, Si -639.56 eV per atom: 1.067 eV

Forces (eV/angstrom), in the order of the atoms: element, x, y, z
Si -0.0258 -0.0321 0.1626
Si -0.011 -0.0134 0.1443
Si 0.039 0.0653 0.1944
Si -0.0696 0.0171 0.1473
Si -0.0121 0.0156 0.1668
Si 0.0233 0.0527 0.1294
Si -0.0214 -0.0581 0.1959
Si 0.0232 0.0495 0.1238
Si 0.0442 0.0291 0.0292
Si -0.0409 -0.0481 -0.0026
Si 0.0133 0.0081 -0.0327
Si -0.0024 -0.0106 0.0065
Si 0.0581 0.0174 0.0225
Si 0.0088 -0.0132 0.0389
Si 0.0195 0.0108 0.0548
Si -0.0279 -0.0083 -0.0009
Si -0.0418 0.0185 0.0358
Si -0.0112 -0.0027 0.002
Si 0.0196 0.0128 0.0219
Si 0.0251 -0.0098 0.016
Si 0.0236 -0.0183 0.0641
Si -0.0094 0.0059 0.0333
Si 0.011 -0.0162 0.0195
Si -0.0266 -0.0328 0.0076
Si -0.0061 -0.0198 -0.0086
Si 0.0211 0.0242 -0.0016
Si -0.027 0.0422 -0.0287
Si 0.002 -0.0206 -0.0139
Si -0.0186 -0.0052 0.001
Si 0.0051 -0.0011 -0.0023
Si 0.0353 0.0244 -0.0263
Si 0.006 -0.0128 -0.0427
Si -0.0163 0.0121 -0.0158
Si 0.0102 -0.0061 0.0028
Si -0.0061 -0.0206 0.0041
Si -0.0057 -0.006 0.0218
Si -0.0169 -0.007 0.005
Si -0.0088 0.0104 0.0022
Si 0.0529 0.0038 -0.008
Si -0.0104 0.0257 0.0062
Si -0.024 0.0002 0.0005
Si -0.005 -0.0007 0.0164
Si 0.0107 0.0151 -0.0012
Si 0.0043 0.0151 0.0021
Si 0.0114 0.0163 0.0101
Si -0.0194 -0.0107 0.0199
Si 0.0182 0.0056 0.0023
Si -0.0059 -0.0128 -0.0085
Si 0.0107 0.0046 -0.0153
Si 0.0225 0.0006 0.0021
Si -0.0126 -0.0051 -0.0013
Si -0.0124 -0.0104 -0.0201
Si 0.0252 -0.0043 -0.0078
Si -0.0133 -0.0035 -0.0126
Si 0.0179 -0.0005 0.0069
Si -0.0279 0.0106 -0.002
Si 0.0022 -0.0128 0.004
Si 0.0017 0.0094 0.0005
Si -0.0042 0.0043 -0.0117
Si 0.0323 0.0065 0.0017
Si 0.0262 -0.0219 0.0032
Si -0.0427 0.0144 -0.0071
Si -0.0146 0.031 -0.0191
Si 0.0022 0.0121 -0.0068
Si -0.0066 0.0181 0.0156
Si 0.0242 -0.0228 0.0268
Si 0.0229 -0.005 0.0131
Si -0.0294 0.0083 0.026
Si 0.0293 0.0463 0.0319
Si -0.0391 0.0079 0.0202
Si -0.0072 -0.0069 0.0134
Si 0.0118 -0.0158 0.0157
Si 0.0095 0.0264 -0.0415
Si 0.0159 -0.0066 -0.0083
Si -0.0272 0.0196 -0.0826
Si 0.0298 -0.0013 -0.044
Si 0.0178 -0.0442 -0.0727
Si -0.0427 0.023 -0.0462
Si 0.0372 0.002 -0.0259
Si -0.0164 -0.0253 -0.0462
Si 0.0218 -0.0353 0.05
Si -0.0354 0.0274 0.0328
Si -0.0007 0.0437 -0.0155
Si 0.0102 -0.007 0.0279
Si 0.0068 0.0083 0.0051
Si -0.0409 -0.0125 -0.0215
Si 0.0167 0.0257 0.0147
Si -0.017 -0.009 0.0103
Si 0.0304 -0.0389 -0.2183
Si 0.0161 0.0044 -0.1807
Si 0.0551 0.0357 -0.1868
Si 0.0072 0.007 -0.2095
Si -0.0441 0.0147 -0.1702
Si 0.0391 0.0743 -0.1798
Si -0.0416 -0.0727 -0.1635
Si -0.0385 -0.0676 -0.1646
Si 0.0876 0.0048 -0.1138
Si 0.0101 0.013 -0.1832
Si 0.0167 0.0109 0.0677
Si -0.0052 -0.0324 0.2121
Si 0.0102 -0.0374 -0.4101
Si 0.0665 -0.0285 -0.1948
Si 0.0021 -0.0033 -0.1401
Si -0.0096 -0.0272 -0.1503
Si 0.0177 0.1183 -0.2567
Si 0.0377 -0.0654 -0.2195
Si -0.0495 0.0094 -0.0685
Si 0.0299 -0.0252 -0.2066
Si -0.0599 -0.0081 0.1024
Si 0.0653 -0.0136 0.1551
Si 0.0148 0.016 0.1611
Si -0.0481 0.0353 -0.275
Si -0.0217 0.0455 0.2127
Si 0.0346 -0.0006 -0.1103
Si 0.0041 0.0115 -0.187
Si 0.0355 -0.0042 -0.1393
Si -0.0338 -0.0524 0.1449
Si 0.0153 0.055 0.2788
Si 0.0607 0.0157 0.197
Si -0.0401 0.0323 0.1935
Si 0.0035 -0.0054 0.1919
Si 0.025 0.0609 0.1357
Si -0.0266 0.0078 -0.1304
Si -0.0554 0.0447 0.107
Si -0.0433 -0.0231 -0.0212
Si -0.0209 0.0418 0.2237
Si -0.0304 0.0279 0.2322
Si -0.006 -0.0222 -0.1174
Si 0.0372 0.0126 0.2028
Si 0.0307 -0.0308 0.0503
Si -0.0462 -0.0718 -0.2304
Si -0.0121 -0.023 -0.0555
Si -0.0081 0.0891 -0.2672
Si -0.0338 -0.0573 0.2012
Si 0.0317 0.0124 0.2185
Si -0.024 -0.0269 0.2055
Si -0.0156 0.0107 -0.2025
Si -0.1029 -0.0198 -0.2426
Si -0.0817 -0.0156 0.2434
Si -0.0127 0.0017 -0.1668
Si -0.0015 -0.0243 0.1611
Si -0.0274 0.0201 0.0213
Si -0.0452 -0.02 -0.3302
Si 0.0141 -0.0128 -0.0428
O 0.0327 0.012 -0.1087
N 0.0634 0.0329 0.2177
O 0.0051 -0.0111 -0.0562
O -0.0074 -0.0469 0.0215
O -0.0463 0.0175 -0.0419
O -0.0127 0.0482 -0.0631
O 0.0186 -0.0081 -0.1321
O -0.1011 0.0496 0.1291
O 0.004 0.0108 0.0415
O -0.0394 -0.049 -0.1445
O -0.0049 0.0235 -0.0725
O 0.0279 -0.045 -0.0493
O -0.0445 -0.0355 -0.0993
O 0.0127 0.0044 -0.029
N 0.0269 -0.0289 -0.1108
O -0.0262 0.0365 0.1697
O -0.0149 0.0128 0.126
O 0.0202 0.0613 -0.1167
O 0.0056 -0.0345 -0.1295
N -0.0366 0.0348 0.223
O 0.0294 -0.0463 0.1465
N 0.0122 -0.0138 0.0306
O 0.0497 -0.0214 -0.1524
O 0.0327 0.0066 0.0629
O 0.0296 -0.029 0.0731
O -0.0008 0.0279 -0.2045
O -0.0054 0.0024 0.0037
O -0.0052 0.0175 0.0601
O 0.0026 -0.0917 0.0955
O -0.044 0.0012 0.125
O -0.025 0.0097 -0.0577
O 0.0027 -0.0472 0.063
O 0.0197 -0.0312 -0.0349
O 0.0148 0.0124 0.0848
O 0.0312 0.0211 0.0587
O 0.0048 0.0044 -0.1331
O -0.042 0.0366 0.1389
O -0.0222 0.014 -0.0449
O 0.0379 -0.0113 -0.0918
O -0.0575 0.0115 -0.1117
O -0.051 0.0095 0.1269
O 0.0265 -0.0904 0.1537
O 0.0217 0.0042 -0.0296
O -0.0743 0.0125 0.0747
O -0.0754 -0.029 -0.1457
O -0.0072 -0.0018 0.0453
O -0.0747 0.115 0.1459
O 0.0235 0.0011 0.0716
O -0.0083 -0.0122 0.0199
O 0.0129 0.0344 0.0862
O 0.0163 0.0358 0.1365
O 0.0079 -0.0145 0.2113
O -0.048 -0.0197 -0.0789
O -0.0125 -0.0176 0.0527
O -0.0647 -0.0123 0.1031
O 0.0561 -0.0483 0.1357
O -0.0179 0.0511 0.1261
O 0.0265 0.0209 0.0338
O 0.0652 -0.0131 0.1591
O -0.0458 0.0115 0.0928
O -0.0628 0.0165 -0.1233
O 0.0302 -0.0582 -0.109
O 0.0474 0.0303 -0.0832
O 0.0275 0.0082 0.0328
O -0.0348 -0.0304 -0.0625
O 0.0014 0.0118 0.0305
O 0.0176 -0.0088 -0.006
O -0.0503 0.0227 0.0546
O 0.0486 -0.0053 -0.1059
O 0.0945 -0.0151 0.1798
O -0.0297 0.043 -0.0589
O -0.0302 0.006 -0.0287
O 0.0601 -0.0621 0.1803
O 0.0579 0.0127 0.1234
O -0.0499 -0.0023 0.0226
O -0.017 -0.031 0.0752
O -0.0824 -0.0579 0.1515
O 0.0229 0.0239 0.0045
O 0.0048 -0.0177 0.0041
O 0.033 -0.001 0.0078
O -0.0174 0.0062 0.0397
O 0.023 0.0241 -0.0537
O 0.0119 -0.0021 0.0655
O -0.0226 -0.0549 -0.1416
O -0.0052 0.0003 -0.0766
O -0.0409 0.0074 -0.055
O 0.0108 -0.0277 0.0659
O -0.003 -0.0385 -0.007
O -0.0015 -0.0035 -0.0967
O 0.0284 -0.0404 -0.0992
O -0.0209 0.0218 -0.0332
O 0.0564 -0.0238 -0.0922
O 0.0369 0.0528 0.112
O 0.0392 0.0271 -0.1175
O -0.0112 -0.0287 -0.0477
O -0.02 0.0387 0.1488
O 0.0474 -0.0382 -0.0722
O 0.0396 -0.0329 -0.0968
O 0.0563 -0.066 -0.0675
O 0.0268 0.0565 -0.159
O -0.0182 -0.01 0.045
O 0.0706 -0.0407 0.1007
O 0.0371 -0.0057 -0.1286
O 0.0339 -0.0233 -0.0448
O -0.0191 -0.0005 0.0323
O 0.0061 0.0179 0.0118
O 0.0487 -0.0095 -0.0831
O -0.0351 0.007 -0.1197
O -0.0084 0.0147 0.0683
O -0.0089 0.0602 -0.1218

The program warned: the cutoff lies below the one the program advises for these potential files; the forces do not sum to zero within the program's tolerance; empty levels may hold ghost states of the PAW files; the exchange-correlation potential is rough where the density is thin.
